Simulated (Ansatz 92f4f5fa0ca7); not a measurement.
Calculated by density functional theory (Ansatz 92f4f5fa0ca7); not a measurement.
Periodic cell of 250 atoms, Si166O84, from a study of silicon, its oxide and their interface. The atomic structure is a simulated model.
Doubt: the cutoff is far below the 930 eV that the study's wrapper takes by default for these files, so forces and energies are approximate.

Settings
functional: PBE
potential files: Ansatz PAW
basis: plane waves
wave-function cutoff: 580 eV
density cutoff ratio: 5
exchange-correlation grid ratio: 1
k mesh: 1 x 1 x 1, Gamma-centred
self-consistency stop: 5e-08 eV per atom in the density residual
occupations: fixed
spin: none
net charge: 0

Cell vectors (angstrom)
a 10.938 0 0
b 0 10.938 0
c 0 0 37.0507

Atoms and the computed forces on them: element, x, y, z (angstrom), force x, y, z (eV/angstrom)
Si 0 0 0.683 0.033 -0.0279 0.0082
Si 5.469 0 0.683 0.0231 -0.0546 0.0061
Si 2.7345 2.7345 0.683 0.0548 -0.0478 -0.0315
Si 8.2035 2.7345 0.683 0.0388 -0.0496 -0.0325
Si 0 5.469 0.683 0.0356 -0.045 0.0004
Si 5.469 5.469 0.683 0.0784 -0.0614 0.0126
Si 2.7345 8.2035 0.683 0.0303 -0.0088 -0.0252
Si 8.2035 8.2035 0.683 0.0255 -0.0692 -0.029
Si 1.3673 1.3673 2.0503 0.1308 -0.0078 -0.0355
Si 6.8362 1.3673 2.0503 0.192 -0.0036 -0.106
Si 4.1018 4.1018 2.0503 -0.0219 -0.1535 -0.0905
Si 9.5708 4.1018 2.0503 0.0539 -0.1695 -0.0499
Si 1.3673 6.8362 2.0503 0.1855 -0.0707 -0.0971
Si 6.8362 6.8362 2.0503 0.1443 0.028 -0.0472
Si 4.1018 9.5708 2.0503 0.068 -0.1862 -0.058
Si 9.5708 9.5708 2.0503 0.0192 -0.1218 -0.0753
Si 2.7345 0 34.9992 -0.141 0.1452 0.0808
Si 8.2035 0 34.9992 -0.0714 0.0731 -0.0623
Si 0 2.7345 34.9992 -0.1101 0.0764 -0.1555
Si 5.469 2.7345 34.9992 -0.0766 0.0888 0.2064
Si 2.7345 5.469 34.9992 -0.0944 0.0987 -0.0533
Si 8.2035 5.469 34.9992 -0.0836 0.0245 0.0759
Si 0 8.2035 34.9992 -0.0944 0.1025 0.2217
Si 5.469 8.2035 34.9992 -0.0873 0.0654 -0.1669
Si 4.1018 1.3673 36.3664 -0.0521 0.0655 0.004
Si 9.5708 1.3673 36.3664 -0.0335 0.038 -0.0009
Si 1.3673 4.1018 36.3664 -0.047 0.0326 -0.0078
Si 6.8362 4.1018 36.3664 -0.0432 0.0476 0.0093
Si 4.1018 6.8362 36.3664 -0.048 0.044 0.0001
Si 9.5708 6.8362 36.3664 -0.0323 0.0611 -0.0002
Si 1.3673 9.5708 36.3664 -0.0438 0.0331 0.0064
Si 6.8362 9.5708 36.3664 -0.0131 0.0403 -0.0105
Si -0.619 0.6425 27.1582 0.3218 -0.4712 0.0836
Si 5.7217 -0.5075 26.7808 -0.4867 0.3829 -0.1863
Si 1.9797 3.5135 26.9555 0.6083 -0.3561 0.1947
Si 8.5597 2.2485 27.0213 -0.356 0.2147 -0.0323
Si 0.2585 5.189 26.9677 -0.3343 0.5064 0.0458
Si 4.8655 6.2346 26.9238 0.3248 -0.4795 -0.0402
Si 3.1454 8.0327 26.794 -0.2997 0.3791 -0.1025
Si 7.3935 8.7564 26.862 0.5101 -0.5551 0.0285
Si 1.258 1.5816 28.2127 -0.1388 0.0679 -0.1637
Si 6.6458 1.3414 28.0316 0.0632 0.0673 0.0176
Si 3.9071 4.3629 28.0964 -0.0846 -0.0534 -0.1246
Si 9.4566 4.1662 28.1671 -0.0687 -0.1628 0.0855
Si 1.3356 7 28.0586 0.0435 -0.1009 -0.0602
Si 6.6013 7.0405 28.2966 0.0434 0.1187 0.0607
Si 4.0748 9.5988 28.2625 0.0161 0.0638 0.1668
Si 9.3256 9.6342 28.0472 0.0034 0.0835 -0.0389
Si 2.6544 0.1149 29.4639 -0.0039 0.0102 -0.0141
Si 8.0333 0.0503 29.534 -0.0547 -0.0812 0.0689
Si -0.12 2.8549 29.6211 0.0306 0.0551 0.3221
Si 5.3259 2.8438 29.3636 -0.0104 0.0425 -0.1559
Si 2.6425 5.6583 29.5893 -0.0404 0.0553 0.0748
Si 8.0589 5.5694 29.465 0.0878 -0.006 -0.0777
Si -0.1242 8.311 29.401 -0.0071 -0.0139 -0.1898
Si 5.3588 8.324 29.7539 -0.0168 0.0398 0.3174
Si 4.0397 1.4664 30.8341 -0.0164 -0.0546 0.0013
Si 9.4677 1.3997 30.9075 -0.0137 0.1169 -0.0866
Si 1.3071 4.2094 30.9359 -0.1092 0.0281 -0.0519
Si 6.7391 4.1329 30.8154 0.0058 0.039 -0.0124
Si 4.015 6.9028 31.0359 -0.0491 0.0966 -0.1417
Si 9.5114 6.8979 30.8233 -0.025 -0.0531 -0.0043
Si 1.2666 9.6535 30.8207 0.0377 0.0012 -0.0522
Si 6.7868 9.6577 31.0259 -0.0817 0.0363 -0.1108
Si -0.0636 0.0421 32.2558 -0.0157 0.0091 -0.042
Si 5.3867 0.103 32.2843 0.0891 -0.0165 0.0076
Si 2.6899 2.7953 32.256 -0.03 0.0117 -0.0479
Si 8.1182 2.7888 32.2481 0.0244 -0.0479 -0.07
Si -0.0751 5.55 32.2703 0.0385 -0.0389 -0.0369
Si 5.4292 5.4799 32.2756 -0.0465 0.0071 0.0077
Si 2.6225 8.2988 32.2826 0.0598 -0.0585 -0.0058
Si 8.1858 8.2312 32.274 -0.0203 0.0495 0.0269
Si 1.3569 1.3755 33.6175 0.0014 0.0209 -0.0089
Si 6.8194 1.3905 33.6412 -0.0291 0.0257 0.0129
Si 4.0913 4.0999 33.6419 0.0338 -0.0391 -0.0061
Si 9.5438 4.1129 33.6188 0.0292 -0.0233 -0.0129
Si 1.3407 6.8557 33.6405 -0.041 0.042 0.0112
Si 6.8324 6.8333 33.6285 0.0496 -0.0246 -0.0146
Si 4.0774 9.5953 33.6312 -0.0411 0.0297 -0.0104
Si 9.5688 9.5738 33.6381 0.019 -0.0467 0.0001
Si 2.7488 -0.0144 3.4094 -0.0273 0.0276 0.0242
Si 8.2168 -0.0086 3.4107 -0.0226 0.0069 0.0475
Si 0.0207 2.7296 3.4189 -0.0183 -0.0044 0.0336
Si 5.4782 2.7198 3.405 0.0196 0.0002 0.0099
Si 2.7555 5.463 3.4126 -0.0039 0.0116 0.0353
Si 8.2196 5.4606 3.4095 0.0252 -0.0359 0.0101
Si 0.0148 8.1901 3.4039 -0.0075 0.018 0.0339
Si 5.4776 8.1865 3.4161 -0.0001 -0.0115 0.0379
Si 4.1898 1.2793 4.7652 -0.0397 0.0397 0.0386
Si 9.6556 1.288 4.7716 -0.0207 0.0754 0.0667
Si 1.4214 4.0767 4.7823 0.0222 -0.0062 0.0498
Si 6.8619 4.0733 4.757 0.0051 -0.0291 0.0394
Si 4.1906 6.7458 4.7895 -0.0451 0.0413 0.0371
Si 9.666 6.7537 4.7657 -0.0452 0.0254 0.0536
Si 1.4223 9.512 4.765 -0.0139 -0.0372 0.0281
Si 6.8687 9.5361 4.7696 0.0605 0.0004 0.0362
Si 0.094 -0.0898 6.1788 -0.0001 -0.0297 -0.0598
Si 5.5154 -0.0956 6.2097 -0.0195 0.0163 0.0429
Si 2.8491 2.6877 6.0676 0.0441 -0.0454 -0.091
Si 8.253 2.6808 6.0461 0.0287 -0.0566 -0.0751
Si 0.1047 5.4276 6.2197 0.0025 0.0179 0.0303
Si 5.5561 5.3926 6.2289 0.0047 -0.0337 -0.0105
Si 2.8052 8.1126 6.095 0.1003 -0.1156 -0.0604
Si 8.273 8.1291 6.049 0.0388 -0.0084 -0.0623
Si 1.5929 1.2834 7.4347 -0.0232 -0.0377 -0.0264
Si 6.9723 1.3148 7.4687 0.0612 0.0161 -0.108
Si 4.2005 3.912 7.5611 0.0529 0.1121 0.0525
Si 9.5966 3.9935 7.452 -0.0411 -0.047 -0.0987
Si 1.5855 6.7719 7.6004 0.0408 -0.0027 -0.0968
Si 7.0062 6.8128 7.5138 -0.0086 -0.0863 0.0401
Si 4.152 9.3565 7.5531 -0.0243 0.0097 -0.0597
Si 9.657 9.3676 7.4702 0.0923 -0.0437 -0.113
Si 2.8711 -0.1302 8.9034 0.1489 0.0719 -0.1227
Si 8.3003 -0.1616 8.7417 0.0565 0.0067 -0.0685
Si 0.0939 2.5768 8.6712 0.0181 -0.0171 -0.1495
Si 5.6499 2.5866 8.9476 -0.0855 -0.0738 0.0748
Si 2.9288 5.2981 9.0135 0.0725 0.0573 -0.08
Si 8.3822 5.4357 8.8913 -0.056 0.0386 -0.2296
Si 0.1729 8.1348 8.9397 -0.0473 0.0321 -0.122
Si 5.5811 8.0226 8.9728 0.0064 -0.0499 -0.1389
Si 4.8508 0.5867 10.0958 -0.4869 0.4031 0.0032
Si 10.1476 0.7639 9.8725 -0.4958 0.4737 0.0212
Si 0.9523 4.3229 9.9518 0.2455 -0.6824 0.2507
Si 6.6491 4.4404 10.1291 0.4469 -0.3494 0.0854
Si 4.8351 6.1191 10.2943 -0.459 0.4298 0.3676
Si 10.4018 6.1602 10.0465 -0.4048 0.4613 0.4952
Si 0.9518 10.0679 10.1368 0.5017 -0.4208 0.4
Si 6.6647 9.7828 10.135 0.3233 -0.396 0.1095
O 13.7391 19.3231 16.4675 0.0045 -0.0072 -0.025
O 11.4993 -3.6253 21.4023 0.0836 -0.0116 -0.0266
O -9.9667 17.8643 15.363 0.0472 0.0241 -0.0431
O 10.8284 15.8792 14.016 0.0791 -0.0147 -0.2076
O 19.9738 16.5914 18.7167 -0.0516 -0.0015 0.0251
O 4.4689 17.505 11.8815 0.2073 -0.1868 -0.3581
O 22.6602 38.0717 23.1845 -0.1479 -0.1802 0.2209
O 0.9831 -0.7178 17.2562 -0.0533 0.0235 -0.0158
O 2.4933 3.2853 25.4061 -0.1089 0.1002 0.03
O 2.8443 9.0115 25.4107 0.0707 -0.277 0.2005
O 16.6981 15.0631 16.3361 0.046 -0.0472 -0.0582
O 5.7656 5.8783 25.528 -0.1769 0.202 0.1017
O 7.4378 8.0445 25.3249 -0.2441 0.2361 0.0995
O -6.2064 14.0074 21.199 -0.0183 0.0104 0.0224
O -7.703 18.5883 14.0067 0.0615 -0.0293 -0.0695
O 4.7351 29.4391 21.0987 0.0111 0.0164 0.1245
Si 1.1199 30.0198 20.0877 -0.0623 -0.0057 0.0466
Si 25.48 17.2012 13.2308 -0.1364 0.0909 0.2057
Si -26.9255 26.9224 14.9797 0.0742 0.2026 0.172
Si -8.1512 46.7685 17.9203 -0.0134 0.024 0.0374
Si 18.073 12.0031 19.0693 0.0032 0.0282 -0.0135
Si -15.415 39.8108 24.5335 0.0193 -0.1316 -0.2052
Si -38.6514 25.5962 22.6277 0.1049 0.082 -0.1165
Si -11.9327 1.8414 24.6803 -0.1966 -0.2865 -0.2824
Si -1.584 22.9926 12.8809 0.1732 -0.0921 0.0611
Si 14.5709 1.9178 15.4204 -0.0737 -0.1308 0.1597
Si -9.3989 28.0686 22.1227 0.044 0.113 -0.1891
Si 7.7905 29.3587 15.3446 0.035 -0.2791 0.0978
Si 25.8825 9.1524 17.2529 0.0213 -0.036 0.0301
Si -8.8859 -2.8427 15.0456 -0.0173 -0.1039 0.0358
Si 13.7712 35.103 24.1884 0.0874 0.1791 -0.2441
Si 13.5408 21.3841 21.5964 -0.1257 0.0288 -0.1819
Si -23.2198 4.4624 17.7129 0.0515 -0.0126 0.0159
Si 15.4094 23.6705 20.2417 -0.0715 0.0602 -0.0166
Si 18.5493 -16.3154 19.5379 0.0373 -0.0271 -0.0253
Si 7.8056 15.8514 22.6659 -0.273 -0.0772 -0.1352
Si 22.4989 27.0573 12.5693 -0.1205 0.042 0.2875
Si 10.6492 27.7881 15.3255 -0.0652 0.0876 0.1323
Si 0.3337 9.9104 13.1227 0.0562 -0.0355 0.2542
Si 4.3601 39.7126 22.5519 -0.0419 -0.158 -0.2396
Si -6.0164 55.9718 12.9823 -0.1396 0.0041 0.3659
Si 34.9666 11.304 17.1977 0.0624 -0.0116 -0.0596
Si 18.3466 14.1948 12.893 -0.0981 0.0358 0.3045
Si 8.2884 31.2186 12.8441 0.1195 0.0541 0.364
Si 6.8726 25.4804 17.4171 -0.0387 0.0665 0.0509
Si -0.2857 31.9866 18.2413 0.0136 -0.0627 0.0167
Si 5.0844 29.0535 19.545 -0.0839 -0.0147 0.0199
Si 33.3289 1.566 22.2471 0.1551 -0.1373 -0.2995
Si -0.3683 37.5238 24.1922 -0.1142 0.1569 -0.4228
Si -5.2086 -0.0882 15.4171 -0.0891 -0.0215 0.1755
Si 13.516 27.5058 19.4038 -0.0065 0.0894 0.0694
Si -0.9432 1.9595 19.6198 0.0646 0.0692 -0.1312
Si -40.1933 -0.697 24.568 0.1121 -0.0531 -0.1525
Si 7.8823 9.8897 17.0615 0.0236 -0.0258 0.0459
O 16.3113 32.7449 13.8168 0.0116 0.0518 -0.1311
O -4.4164 28.355 15.3801 -0.0285 0.0077 0.0154
O 8.7826 13.4775 13.4403 -0.075 0.0787 -0.0328
O 4.6919 16.2347 22.5927 -0.0037 0.023 0.0075
O 2.1715 -5.3102 12.8099 -0.0283 -0.0246 -0.0187
O 15.1306 11.8212 11.6039 0.12 -0.1202 -0.0863
O 18.2683 21.4124 18.4892 0.0106 0.0214 0.057
O -0.8674 1.4232 23.115 -0.0717 0.0766 0.1701
O 8.4002 56.3764 19.9166 0.0016 -0.0414 0.0414
O -19.6946 16.1784 20.9457 -0.0097 -0.0179 0.0354
O -25.9657 34.8403 17.7829 -0.0315 -0.0338 -0.0962
O 1.8047 7.041 19.0734 -0.0264 -0.0091 -0.0043
O -8.1153 33.5743 24.7467 -0.0894 -0.1282 0.1766
O -5.8702 10.4978 25.2068 0.2333 -0.1538 0.239
O -0.3174 44.331 25.4961 -0.1791 0.3734 0.0207
O -5.833 -1.4237 16.1095 0.1096 0.0703 -0.0935
O -0.3267 28.1497 11.7421 0.1142 -0.1343 -0.2201
O 10.1637 57.894 18.5772 -0.0473 -0.0646 0.0504
O 9.2363 4.5171 23.2902 0.1506 -0.0532 0.1307
O -8.8067 15.3403 18.4397 0.019 -0.0173 -0.0113
O 3.4505 -11.9185 22.9276 0.0312 0.0718 0.2496
O 10.7651 0.5116 13.4888 -0.05 -0.0052 -0.0385
O -2.5978 36.7789 16.7858 -0.0397 -0.0632 -0.0192
O 26.9202 23.165 15.9767 0.0653 -0.012 -0.0213
O 14.3303 22.6023 20.8359 -0.0213 -0.0737 0.0783
O 9.9086 9.0334 12.7829 -0.0225 -0.0859 -0.1104
O 21.6627 26.9025 16.6981 -0.0237 -0.0222 -0.017
O 9.5429 12.3039 11.2889 0.1203 -0.0902 0.0982
O -7.7267 36.0135 16.3408 0.0039 -0.0405 -0.0407
O 7.4465 52.8332 11.4728 -0.2505 0.1281 -0.3106
O 40.1904 6.2851 23.4073 0.0463 0.0917 0.1021
O -10.1532 47.6148 11.5947 -0.0183 0.2511 -0.3304
O 18.2477 -0.125 15.8301 -0.0321 0.0551 -0.0521
O 5.8579 44.731 20.0555 0.1015 -0.0522 -0.0108
O 7.6454 52.1787 14.0253 0.0013 0.1611 -0.1677
O 39.53 -7.2298 22.9047 0.1195 0.0517 0.0476
O 12.1463 31.1975 14.3655 -0.0914 0.1016 -0.1147
O 24.6338 7.0034 22.8565 0.0699 0.0653 0.0779
O 2.2801 20.148 20.5625 0.066 0.0788 0.0865
O 29.4867 8.3176 16.7379 0.007 0.1041 -0.0095
O -4.2454 28.7825 19.4427 0.0068 -0.0112 0.0022
O 12.6816 1.7512 17.9677 0.0565 0.0087 0.0339
O 4.1857 27.7232 19.1985 -0.001 0.0123 -0.0312
O -21.8695 24.2099 20.8931 -0.0183 -0.0547 0.1157
O -3.989 4.3432 13.9894 0.128 -0.16 -0.1927
O -37.5114 -8.7873 12.6663 0.0928 0.0503 -0.1104
O 12.2102 9.851 11.7802 -0.1207 0.1431 -0.3492
O 14.7786 2.1977 13.8355 0.0526 -0.0051 -0.0988
O -14.2951 25.8828 11.4655 -0.1897 0.1929 -0.1667
O -17.4286 16.2189 14.2494 -0.081 -0.0118 -0.1001
O 8.1897 21.8796 13.1642 -0.04 0.0011 -0.0601
O 9.2237 28.5828 15.2885 0.0058 0.0308 -0.0406
O -9.1966 24.2825 22.9557 -0.0464 0.0173 0.0759
O -19.3858 55.4422 15.6378 0.029 0.0756 0.0213
O -6.2553 19.2707 18.4752 0.0332 0.0001 -0.0144
O -0.4194 -10.4105 19.0878 -0.067 0.0532 0.0791
O 1.1098 0.0688 21.9801 -0.051 0.0594 0.0884
O 10.813 3.2288 24.8557 0.1153 0.0337 0.005
O 15.2521 24.6844 23.7175 -0.1259 -0.1315 0.1236
O 14.9698 -8.423 18.8411 -0.0139 0.0048 -0.0112
O -4.2137 4.3699 18.8553 -0.0045 -0.0286 -0.0265
O 8.4477 13.1246 25.3063 0.3659 -0.1045 0.1755
O -5.7265 40.503 23.7042 0.062 0.1077 0.189
O 9.4887 31.8449 17.1404 -0.0155 -0.0139 -0.0409
O 3.4512 10.5635 17.8787 -0.0563 0.0261 0.0143
O -2.9795 5.1992 21.0748 0.0421 -0.0017 0.1389
O 10.8344 41.6822 19.2896 -0.0306 0.0024 -0.0181
O -0.3961 5.7125 25.4797 0.2452 -0.1676 0.2698

Results
free energy: -153296.693 eV
free energy less fixed offsets of O -568.88, Si -635.61 eV per atom: 0.487 eV

The program warned: the cutoff lies below the one the program advises for these potential files; the forces do not sum to zero within the program's tolerance; the exchange-correlation potential is rough where the density is thin.
